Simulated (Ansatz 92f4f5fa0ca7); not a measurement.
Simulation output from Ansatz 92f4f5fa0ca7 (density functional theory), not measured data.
Periodic cell of 273 atoms, Si165O106P2, from a study of silicon, its oxide and their interface. The atomic structure is a simulated model.
Doubt: the cutoff is far below the 930 eV that the study's wrapper takes by default for these files, so forces and energies are approximate.
This geometry differs little from another in the collection (a relaxation step or a small displacement).

Settings
functional: PBE
potential files: Ansatz PAW
basis: plane waves
wave-function cutoff: 580 eV
density cutoff ratio: 5
exchange-correlation grid ratio: 1
k mesh: 1 x 1 x 1, Gamma-centred
self-consistency stop: 5e-08 eV per atom in the density residual
occupations: fixed
spin: none
net charge: 0

Cell vectors (angstrom)
a	11.6015	0	0
b	0	13.3963	0
c	0	0	29.8085

Atoms: element, x, y, z (angstrom)
Si	11.5739	0.2207	22.888
Si	3.8878	0.1946	22.9885
Si	7.668	0.0945	23.1205
Si	2.074	3.5019	22.7421
Si	5.9091	3.6713	22.9604
Si	9.7601	3.5337	22.9926
Si	11.7076	6.8406	22.8863
Si	3.9551	7.0013	23.0339
Si	7.7921	6.8847	23.2268
Si	2.0578	10.236	23.1967
Si	5.8607	10.0992	23.2456
Si	9.9146	10.095	23.217
Si	11.7243	2.4515	23.7283
Si	3.9748	2.4622	23.724
Si	7.7938	2.394	23.7409
P	2.0796	5.7563	22.8867
Si	5.8008	5.7837	23.9612
Si	9.7949	5.7233	23.8596
Si	11.8132	8.9675	23.9814
Si	3.898	9.0805	24.1097
Si	7.8746	9.1034	23.9676
Si	1.9165	12.5067	23.7771
Si	5.7466	12.3834	23.899
Si	9.7105	12.4132	23.7822
Si	11.672	2.3313	26.1539
Si	3.8861	2.3422	26.1486
Si	7.7578	2.3027	26.1594
P	1.9556	5.6073	26.2733
Si	5.781	5.6591	26.3026
Si	9.7352	5.6393	26.2384
Si	11.6925	8.9168	26.3156
Si	3.8784	8.9563	26.4105
Si	7.8024	9.0187	26.3083
Si	1.9266	12.3689	26.1855
Si	5.7754	12.3335	26.264
Si	9.7057	12.3502	26.1865
Si	1.9699	1.1853	27.0053
Si	5.8077	1.199	27.008
Si	9.7112	1.1988	26.9902
Si	11.6852	4.5319	27.0645
Si	3.8224	4.5341	27.0738
Si	7.7548	4.5107	27.0243
Si	1.9716	7.7388	27.1114
Si	5.8595	7.8836	27.0754
Si	9.7144	7.8541	27.0601
Si	11.6286	11.1996	27.0232
Si	3.8362	11.2259	27.06
Si	7.7583	11.2577	27.043
Si	1.9336	1.1164	29.4135
Si	5.8008	1.1164	29.4135
Si	9.6679	1.1164	29.4135
Si	0	4.4654	29.4135
Si	3.8672	4.4654	29.4135
Si	7.7343	4.4654	29.4135
Si	1.9336	7.8145	29.4135
Si	5.8008	7.8145	29.4135
Si	9.6679	7.8145	29.4135
Si	0	11.1635	29.4135
Si	3.8672	11.1635	29.4135
Si	7.7343	11.1635	29.4135
Si	0	0	0.3944
Si	3.8672	0	0.3944
Si	7.7343	0	0.3944
Si	1.9336	3.3491	0.3944
Si	5.8008	3.3491	0.3944
Si	9.6679	3.3491	0.3944
Si	0	6.6981	0.3944
Si	3.8672	6.6981	0.3944
Si	7.7343	6.6981	0.3944
Si	1.9336	10.0472	0.3944
Si	5.8008	10.0472	0.3944
Si	9.6679	10.0472	0.3944
Si	11.5498	-0.0465	2.7436
Si	3.8459	-0.07	2.803
Si	7.666	-0.0871	2.7724
Si	1.9314	3.2713	2.7427
Si	5.7566	3.2763	2.7992
Si	9.5958	3.312	2.7603
Si	11.5747	6.6397	2.7547
Si	3.8727	6.6223	2.7385
Si	7.7371	6.6456	2.7673
Si	1.9263	10.0058	2.7502
Si	5.8225	10.0412	2.7705
Si	9.6774	9.9783	2.7499
Si	11.5516	2.2063	3.4402
Si	3.821	2.1281	3.6465
Si	7.6804	2.1185	3.5603
Si	1.909	5.5034	3.4713
Si	5.8088	5.5258	3.5646
Si	9.6535	5.5265	3.611
Si	11.6139	8.8701	3.5547
Si	3.8946	8.8712	3.4241
Si	7.7416	8.8782	3.5471
Si	1.867	12.2345	3.5483
Si	5.756	12.219	3.7414
Si	9.6181	12.2006	3.5107
Si	11.4806	2.1674	5.7588
Si	3.735	2.0364	6.0703
Si	7.6121	1.974	5.9274
Si	1.8829	5.4158	5.8056
Si	5.8095	5.4726	5.9382
Si	9.6271	5.4546	6.0129
Si	11.645	8.802	5.9295
Si	3.9215	8.7963	5.7385
Si	7.7801	8.8185	5.9173
Si	1.7886	12.1696	5.9174
Si	5.7235	12.125	6.2498
Si	9.5899	12.1186	5.8631
Si	1.6373	0.9842	6.7325
Si	5.6742	0.9953	7.0093
Si	9.6392	0.945	6.597
Si	11.5774	4.3253	6.7201
Si	3.8315	4.3301	6.5593
Si	7.6999	4.1863	6.6246
Si	2.0369	7.6378	6.5103
Si	5.8373	7.7437	6.693
Si	9.7242	7.7148	6.7309
Si	11.4604	11.0005	6.7728
Si	3.6596	10.9433	6.6451
Si	7.7627	10.9827	6.8571
O	9.9093	7.9124	8.3913
O	9.9091	0.8353	8.2461
O	1.0399	0.9312	8.318
O	3.0823	10.5618	8.1559
O	5.8272	7.9171	8.3557
O	5.6155	1.1962	8.693
O	3.7763	4.3418	8.2067
O	7.6607	3.744	8.2502
O	0.0492	4.2881	8.393
O	11.166	10.963	8.4242
O	8.1285	10.7768	8.4934
O	2.381	7.5086	8.1142
O	11.4457	0.2337	21.2082
O	9.7782	3.6454	21.3287
O	4.3022	7.5753	21.5121
O	5.9802	4.1421	21.3415
O	5.7887	9.8359	21.5933
O	2.1123	3.1852	21.1034
O	7.3508	13.4088	21.481
O	3.9447	0.2012	21.3236
O	7.6444	6.916	21.5785
O	2.1661	10.1592	21.5487
O	11.3375	7.0182	21.2577
O	10.3243	9.7506	21.6261
Si	11.5876	6.4643	11.2884
Si	1.5934	10.392	16.2138
Si	0.2343	3.7038	9.9074
Si	8.1014	12.8318	20.1627
Si	2.8516	10.4767	9.7535
Si	2.5951	10.3747	19.9996
Si	10.3289	3.6924	19.7922
Si	0.2635	12.8172	17.0726
Si	10.8248	0.7001	19.7566
Si	3.1756	7.7742	16.2137
Si	0.2514	6.4996	19.7922
Si	9.4008	2.5419	14.2732
Si	2.9167	2.5637	11.0274
Si	5.1516	11.997	15.3217
Si	5.0303	8.7395	20.6272
Si	3.6228	-0.3693	11.2656
Si	5.6015	8.9042	14.7758
Si	-0.1532	11.328	9.998
Si	9.5453	10.0301	20.2233
Si	3.4618	0.0342	19.771
Si	7.4749	4.7204	9.5335
Si	2.3891	12.385	14.1409
Si	6.2	0.6076	10.1265
Si	2.793	2.8584	19.644
Si	5.7272	4.4557	13.6408
Si	7.4933	0.2261	15.5748
Si	9.6277	11.3568	15.1838
Si	1.9994	6.585	13.5392
Si	2.8514	3.5462	14.004
Si	11.7123	9.1813	18.3473
Si	11.2394	0.8865	9.2014
Si	9.1338	7.3389	9.7064
Si	8.6869	8.575	14.561
Si	4.7889	7.1694	12.3361
Si	2.9394	5.6416	18.7208
Si	2.5459	7.4197	9.7112
Si	6.2738	8.4423	9.8339
Si	4.3383	4.7763	9.6501
Si	9.3667	10.5091	12.263
Si	5.9887	13.0087	17.9399
Si	7.9751	4.9387	18.3409
Si	8.3169	5.4264	15.184
Si	7.3338	11.0887	9.9059
Si	5.3573	4.2158	19.828
Si	0.7962	1.5133	15.028
Si	7.61	7.5192	20.0759
Si	7.6571	2.8049	11.8492
O	3.4607	6.096	10.0903
O	1.9576	2.6795	15.0721
O	-0.3499	12.957	10.1719
O	8.5107	8.8415	19.9175
O	2.4462	1.2741	19.3373
O	8.1638	5.328	16.7874
O	2.7489	11.9654	19.6529
O	7.1727	8.7901	15.1224
O	1.3025	0.2116	14.1632
O	4.4214	3.8265	14.4351
O	4.2556	3.4328	10.6106
O	10.9685	2.1032	14.4689
O	11.392	4.8552	10.986
O	10.8602	12.038	16.0192
O	8.9445	6.9254	14.7506
O	1.7928	3.3783	10.2001
O	8.4706	5.9492	9.205
O	11.1356	2.2931	19.479
O	5.4186	7.6162	10.9156
O	11.3804	7.6022	18.6585
O	7.8807	8.2793	10.144
O	10.1421	7.1669	10.9776
O	9.2311	4.13	14.7087
O	8.8445	11.4491	20.5273
O	10.5866	10.5234	11.1516
O	8.3765	12.2505	15.7362
O	4.4351	2.8781	19.7078
O	4.7164	0.187	18.7489
O	10.5138	10.1253	18.9233
O	6.819	0.6916	17.0095
O	0.5249	6.7647	12.8208
O	1.0587	7.1526	10.2909
O	3.1549	7.1976	12.5435
O	3.9878	9.5728	19.6977
O	6.8002	5.213	14.6049
O	0.5783	0.9336	16.5371
O	1.5673	11.8058	17.0789
O	5.4172	8.3004	13.2948
O	2.9888	12.3987	12.6268
O	6.4446	3.2043	12.876
O	2.8156	9.348	16.5618
O	6.1032	7.9878	19.6569
O	1.8757	6.4132	19.6829
O	1.4687	9.6468	19.1031
O	9.4987	9.7269	15.4517
O	3.1116	8.9052	10.1976
O	8.9895	9.0554	12.994
O	2.1623	7.3365	14.9849
O	9.0818	3.8212	18.7586
O	4.7482	7.926	15.7807
O	7.263	1.6125	10.8251
O	8.1795	6.3476	19.1234
O	5.917	5.1783	9.6097
O	7.0421	-0.969	19.0179
O	11.0702	2.2641	10.0893
O	8.9915	2.4069	12.6952
O	9.7251	11.5194	13.5299
O	6.5294	4.2714	18.7017
O	6.0483	10.0617	9.9553
O	1.3661	10.8536	10.2818
O	5.1763	10.4839	14.7085
O	1.7135	10.9336	14.6349
O	11.3715	13.0757	18.602
O	5.4679	11.839	16.9226
O	8.1027	11.0048	11.3486
O	11.2617	5.0046	19.5263
O	8.3854	1.4971	15.0619
O	2.4116	4.0575	18.5476
O	3.7649	11.7142	10.3104
O	9.1928	0.56	19.7205
O	2.7787	2.6665	12.6393
O	3.6682	12.6493	15.1241
O	7.9992	4.1049	10.9337
O	5.1286	0.2711	11.323
O	4.3754	5.5029	19.5052
O	6.2231	13.0754	14.6546
O	3.0737	6.5896	17.365
O	2.7936	0.9514	10.7018
O	0.3067	9.4841	16.741
O	5.2349	5.6204	12.6056
O	2.1506	4.9881	13.7801
O	6.9068	12.6249	9.6956

Results
free energy: -166684.928 eV
free energy less fixed offsets of O -568.88, P -755.39, Si -635.61 eV per atom: 2.782 eV

Forces (eV/angstrom), in the order of the atoms: element, x, y, z
Si	-0.0135	-0.0051	0.004
Si	0.0051	-0.0078	0.0037
Si	0.0048	0.0069	0.0036
Si	-0.0041	0.0681	0.0303
Si	-0.0008	0.0057	0.0008
Si	-0.0104	0.0093	-0.0017
Si	-0.0207	-0.0003	-0.0504
Si	-0.0527	-0.0285	0.0371
Si	0.0037	-0.0069	-0.0186
Si	-0.0059	-0.0028	-0.0027
Si	-0.0148	0.0056	0.0139
Si	0.008	-0.0031	-0.0186
Si	0.0052	-0.0136	0.0034
Si	-0.0068	-0.0058	0.0043
Si	-0.0028	-0.0056	0.0017
P	0.0038	-0.013	-0.0437
Si	0.0011	0.0071	0.0021
Si	0.0063	0.0081	-0.0071
Si	-0.0117	0.0022	-0.008
Si	0.02	-0.0019	-0.0011
Si	0.0015	-0.0003	-0.0039
Si	0.0025	0.0034	-0.0015
Si	0.0083	0.0026	0.0006
Si	-0.0021	0.0033	0.0019
Si	-0.0036	0.0002	0.0025
Si	0	0.006	0.0032
Si	-0.0025	0.0051	0.003
P	-0.0252	-0.0106	-0.0382
Si	-0.0109	-0.0057	0.0074
Si	0.0015	-0.0052	0.0077
Si	0.0013	-0.0027	0.0068
Si	-0.0035	-0.0007	0.0026
Si	-0.0026	0.0021	0.0058
Si	-0.0041	-0.0017	0.0035
Si	-0.0031	-0.001	0.0019
Si	0.0024	-0.0001	0.0026
Si	-0.0003	-0.0032	-0.0045
Si	-0.0014	-0.0009	-0.0031
Si	0.0016	-0.0033	-0.0018
Si	-0.0038	0.014	0.0102
Si	0.0192	0.0059	0.0126
Si	0.0003	0.0048	-0.003
Si	-0.0004	0.0109	0.0175
Si	-0.0018	-0.0003	-0.0058
Si	0.0033	-0.0004	-0.0039
Si	-0.0007	-0.0014	0.0002
Si	0.0038	-0.0019	-0.0006
Si	0.0008	0.0026	-0.0016
Si	0.0661	0.1932	-0.233
Si	0.0341	0.1742	-0.2401
Si	0.0999	0.1567	-0.2781
Si	0.0078	-0.0238	0.1677
Si	0.0179	-0.028	0.1028
Si	0.1013	0.0141	-0.1189
Si	0.0385	-0.0289	0.5579
Si	0.1104	0.0275	0.3184
Si	0.087	0.0006	0.0552
Si	0.0388	0.1012	-0.1799
Si	-0.1131	0.2134	0.123
Si	0.0369	0.1915	-0.0939
Si	-0.0866	-0.1273	-0.2161
Si	0.0428	-0.1716	0.2495
Si	-0.2048	-0.2386	0.0079
Si	0.1064	-0.1484	-0.1052
Si	-0.101	-0.1097	0.2113
Si	-0.2122	0.0201	-0.0147
Si	-0.1158	-0.0193	0.0008
Si	-0.0084	-0.1537	-0.1503
Si	0.0231	-0.046	0.0439
Si	-0.0426	-0.0039	-0.0955
Si	0.1201	0.1209	-0.0058
Si	0.0126	-0.1227	-0.1408
Si	0.0012	0.0007	0.0012
Si	-0.0007	0.0003	0.0007
Si	0.0004	-0.0001	0.0014
Si	-0.0006	-0.0021	0.0011
Si	0.002	-0.0019	0.0018
Si	-0.0014	-0.0019	-0.0002
Si	-0.0007	-0.0003	0.0018
Si	0.0013	0.0009	0.002
Si	0.0004	0.0012	0
Si	0.0011	0.001	0.0007
Si	0.0004	-0.0005	0
Si	0.0008	-0.0001	-0.0003
Si	0.0001	0.0016	0.0003
Si	0	0.0012	0.0007
Si	-0.0001	0.0035	0.0006
Si	-0.0005	-0.0003	-0.0017
Si	-0.0008	0.0001	-0.0002
Si	-0.0003	-0.0009	0.0004
Si	-0.0001	0.0009	0
Si	-0.0013	0.0004	0.0006
Si	-0.0007	0.0001	0.0002
Si	-0.0007	-0.0019	-0.0002
Si	-0.0001	-0.0009	-0.0003
Si	-0.0006	-0.0012	-0.001
Si	0.0011	-0.0019	0.0006
Si	-0.0008	-0.0018	0.0008
Si	-0.0006	-0.0027	-0.0005
Si	0.0005	-0.0001	0.0007
Si	0.0007	0.0002	0.0003
Si	0.0001	0.0009	0.0005
Si	0.0002	-0.0013	0.0004
Si	0.0016	-0.0005	0.0007
Si	0.0011	-0.0001	0.0011
Si	0.0002	0.0012	-0.0005
Si	-0.0005	0.0016	0.0006
Si	0.0001	0.0008	0.0013
Si	0.0005	0	-0.0001
Si	0.0031	0.0014	-0.0007
Si	-0.0033	0.0023	0.0002
Si	-0.0011	0.0007	0.0007
Si	0.0005	0.0002	0.0012
Si	-0.0011	-0.0013	-0.0004
Si	-0.002	0.0005	0.001
Si	-0.0029	-0.0003	0
Si	-0.0002	-0.0004	-0.0004
Si	0.0001	-0.0006	0
Si	-0.0011	-0.0001	0.0001
Si	-0.0002	-0.0012	0.0007
O	-0.0006	-0.0003	0.001
O	0.001	-0.0006	0.0005
O	-0.0011	-0.0007	0.0011
O	-0.0001	0	-0.0004
O	0.001	0.0002	-0.0001
O	-0.0005	-0.0004	0.002
O	-0.0002	0.0001	0.0002
O	0.0002	0.0002	-0.0002
O	0	-0.0003	0.0002
O	-0.0003	-0.0004	-0.0006
O	-0.0001	0.0001	-0.0006
O	0.0003	-0.0004	0.0003
O	0.0074	0.0007	0.0063
O	0.0004	-0.0051	0.0005
O	0.0168	0.033	-0.0489
O	-0.001	-0.0028	-0.0003
O	0.0018	-0.0021	-0.014
O	0.0026	-0.0214	-0.0432
O	-0.0084	-0.0008	-0.0025
O	0.0067	-0.0004	0.0308
O	0.0093	-0.0073	0.0392
O	0.0018	0.0008	-0.0009
O	0.0883	-0.0376	0.0867
O	-0.0223	0.0091	-0.0076
Si	-0.0008	-0.0009	0
Si	-0.0002	-0.0033	-0.001
Si	0	-0.0009	0.0003
Si	0.0048	-0.0003	0.0005
Si	-0.0001	-0.0005	0.0006
Si	-0.0119	0.0155	0.0039
Si	-0.0006	0.0031	-0.0089
Si	-0.0033	-0.0008	-0.0035
Si	-0.0003	0.0004	-0.0098
Si	-0.0001	-0.0004	-0.0032
Si	-0.0146	0.0038	0.0068
Si	-0.0005	0.0001	-0.0029
Si	-0.0006	0.0007	-0.0003
Si	0.0002	0.0013	-0.0038
Si	-0.0042	-0.0116	0.003
Si	0.0005	0.0004	-0.0008
Si	-0.002	-0.0024	-0.0009
Si	0.0002	0.0013	0.0008
Si	-0.0118	-0.0121	0.011
Si	-0.008	-0.0269	-0.0058
Si	-0.0002	-0.0003	0
Si	0.0009	0.0003	-0.0024
Si	-0.0006	0.0004	-0.001
Si	-0.0128	-0.0073	-0.0047
Si	-0.0006	-0.0002	-0.002
Si	0.0001	-0.0008	-0.0037
Si	-0.0001	0.0004	-0.0024
Si	-0.0003	-0.0005	-0.0016
Si	0.0004	-0.0003	-0.0024
Si	0.0049	0.004	-0.0069
Si	0.0001	0.0002	-0.0008
Si	0.0003	0.0001	-0.0003
Si	0.0001	-0.0001	-0.0023
Si	0.0002	-0.0012	-0.0024
Si	-0.0025	0.0154	-0.003
Si	-0.0002	-0.0004	-0.0002
Si	-0.0001	-0.0006	0.0001
Si	-0.0004	0.0001	0.0003
Si	-0.0005	0.0007	-0.0011
Si	0.0017	-0.0012	-0.0011
Si	-0.002	-0.0001	0.0003
Si	-0.001	-0.0003	-0.0007
Si	-0.0009	0.0003	-0.0003
Si	0.0057	0.0089	-0.0096
Si	-0.0005	0.0012	-0.0016
Si	0.0145	0.0155	-0.0161
Si	-0.0003	0.0001	-0.0013
O	-0.0006	0	-0.0003
O	-0.0005	-0.0005	0.0028
O	0.0001	-0.0012	0.0001
O	0.0206	0.0258	0.0126
O	-0.0343	0.0341	-0.005
O	-0.0005	-0.0002	-0.0036
O	0.0042	0.0026	0.0035
O	0.0012	-0.0003	0.0013
O	-0.0003	-0.0001	0.0005
O	-0.0008	-0.0001	0.0019
O	-0.0003	-0.0006	-0.0003
O	0	-0.0002	0.0014
O	-0.0001	0.0008	0
O	-0.0007	-0.0003	0.0012
O	-0.0008	0.0001	0.0013
O	0.0004	-0.0001	-0.0005
O	0	-0.0002	-0.0002
O	0.0036	0.0053	0.0052
O	-0.0003	-0.0007	0.0003
O	-0.0053	-0.0079	0.0024
O	-0.0004	-0.0003	0.0001
O	0	-0.0002	0.0001
O	0.0002	0.0001	0.0012
O	0.0079	-0.0213	0.0018
O	-0.001	-0.0007	0.0002
O	0.0001	-0.0003	0.002
O	0	-0.0038	0.004
O	0.0256	0.0034	-0.0222
O	-0.0141	0.0058	0.0097
O	0.001	0.0027	-0.0004
O	0.0005	-0.0001	0.0016
O	-0.0002	-0.0002	-0.0001
O	-0.0011	-0.0004	0.0013
O	0.024	-0.021	0.0102
O	0.0001	0.0001	0.001
O	0.0006	0.0001	0.0036
O	0.0008	0	0.0044
O	0.0001	0.0009	0.001
O	-0.0013	-0.0007	0.0032
O	-0.0006	0.0002	0.0007
O	-0.0007	0.0005	0.0011
O	-0.0319	0.0037	0.0041
O	0.0093	0.0024	-0.0191
O	-0.0114	-0.0025	-0.0057
O	-0.0002	0.0006	0.0018
O	0	-0.0004	-0.0002
O	-0.0008	-0.0009	0.0011
O	-0.0009	-0.0002	-0.0016
O	0.0007	0.005	0.0053
O	0.0001	0.0006	0.0021
O	-0.0002	-0.0002	0.0002
O	0.0028	-0.0097	-0.0047
O	-0.0003	0.0002	-0.0004
O	-0.0092	-0.0026	-0.0039
O	-0.0002	0.0005	0
O	0.0004	-0.0002	0.0014
O	-0.0003	0.0001	0.0013
O	0.0044	0.0022	0.0035
O	-0.0004	0.0005	-0.0001
O	-0.0002	-0.0002	-0.0002
O	-0.0009	0.0001	0.0008
O	-0.0011	-0.0003	0.0005
O	0.0002	-0.0001	0.0021
O	-0.0001	-0.002	0.0035
O	0.0009	-0.0008	0.0008
O	-0.0004	-0.0004	0.0041
O	-0.0006	-0.0004	0.002
O	-0.0083	-0.0187	0.0023
O	-0.0002	0.0003	0.0002
O	0.0055	0.0026	0.0002
O	-0.0007	0.0002	0.0015
O	-0.0012	0.0005	0.0007
O	0.0004	-0.001	0.0008
O	-0.0009	-0.0005	0.0007
O	0.0117	0.0024	0.0039
O	-0.0009	0	0.0007
O	-0.0005	0.0021	-0.0009
O	-0.0002	-0.0006	0
O	0.0012	0.0002	-0.0066
O	-0.0002	0.0002	0.0007
O	-0.0004	0.0012	0.001
O	-0.0002	-0.0006	-0.0002

The program warned: the cutoff lies below the one the program advises for these potential files; the forces do not sum to zero within the program's tolerance; the exchange-correlation potential is rough where the density is thin.
